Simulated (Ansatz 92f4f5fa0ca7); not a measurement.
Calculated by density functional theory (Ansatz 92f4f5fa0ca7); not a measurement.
Periodic cell of 157 atoms, Si96O55N6, from a study of silicon, its oxide and their interface. The atomic structure is a simulated model.

Settings
functional: r2SCAN
potential files: Ansatz norm-conserving
basis: plane waves
wave-function cutoff: 1300 eV
density cutoff ratio: 4
exchange-correlation grid ratio: 1
k mesh: 2 x 2 x 1, shifted by 0.5 0.5 0.5 of a step
self-consistency stop: 5e-08 eV per atom in the density residual
occupations: Fermi-Dirac, 0.05 eV
spin: none
net charge: 0

Cell vectors (angstrom)
a 10.88 0 0
b 0 10.88 0
c 0 0 22.8698

Atoms and the computed forces on them: element, x, y, z (angstrom), force x, y, z (eV/angstrom)
Si 0.2418 -0.5117 0.181 0.0968 -0.0365 -0.598
Si 2.8247 2.4996 0.2617 -0.2153 0.0109 -0.7535
Si -0.4315 5.7822 0.0698 -0.1708 0.0848 -0.7666
Si 2.4737 8.2652 0.1056 -0.1181 0.091 -0.6659
Si 5.0044 0.3195 -0.2385 -0.1291 0.1526 -0.4783
Si 7.7862 2.5251 -0.0717 -0.238 0.1576 -0.027
Si 5.7527 4.9311 0.0631 0.1334 -0.0184 -0.5808
Si 8.4213 8.0755 0.3209 0.0655 0.105 -0.4614
Si 1.3004 1.2273 1.4615 0.0493 -0.1627 -0.2281
Si 4.1356 3.9756 1.5087 0.0222 -0.0027 -0.1128
Si 1.27 6.7436 1.4506 0.0657 0.0918 -0.2048
Si 4.0596 9.5128 1.2896 -0.0022 -0.062 -0.3082
Si 6.6151 1.2166 1.42 0.0539 -0.1568 -0.3107
Si 9.3937 3.9302 1.2199 0.0611 0.1723 -0.3599
Si 6.7964 6.6824 1.3628 0.1232 -0.1008 -0.2396
Si 9.6667 9.3676 1.7426 0.0306 0.1418 -0.181
Si -0.0784 2.6775 2.6926 0.0138 0.0901 -0.0393
Si 2.7302 -0.0765 2.806 0.0413 0.0227 -0.0148
Si 0.0994 8.0271 3.0202 0.1258 -0.0249 0.1922
Si 2.7108 5.3949 2.747 -0.0235 0.0511 -0.042
Si 5.4237 2.6078 2.8811 0.0132 -0.0429 0.1106
Si 8.1372 -0.0689 2.7827 -0.0875 0.1139 -0.0978
Si 5.4184 8.1058 2.6765 -0.0745 0.0398 -0.1556
Si 8.1523 5.3112 2.7523 -0.0116 -0.0491 -0.0563
Si 1.3164 4.0386 4.0778 0.0763 -0.0312 -0.023
Si 4.0598 1.2761 4.2147 0.0319 0.0038 -0.0481
Si 1.4034 9.5079 4.257 0.1072 -0.1335 0.0029
Si 4.0652 6.7797 4.1131 -0.0409 0.0322 0.0342
Si 6.8263 3.9784 4.1854 -0.0977 0.111 -0.0392
Si 9.4823 1.3502 4.1292 -0.0329 0.0577 -0.0121
Si 6.7823 9.4241 4.0981 0.0521 0.0337 -0.0354
Si 9.504 6.6589 4.1862 0.0832 -0.0623 -0.0576
Si -0.0115 0.0363 5.5333 -0.0167 0.0562 0.0765
Si 2.6873 2.7169 5.459 -0.0201 0.0436 0.0215
Si 0.0028 5.363 5.5479 -0.0499 0.0909 0.0889
Si 2.7572 8.1423 5.556 -0.0856 0.201 -0.0425
Si 5.5073 -0.0611 5.5108 -0.022 -0.1588 -0.0487
Si 8.1936 2.6675 5.59 0.1091 -0.0009 0.0008
Si 5.4553 5.3957 5.4724 0.0383 -0.0972 -0.0442
Si 8.1568 8.0914 5.468 -0.0342 -0.0604 0.0464
Si 1.3484 1.459 6.8914 -0.0185 0.0281 -0.0401
Si 4.0878 4.0301 6.8272 -0.0971 0.0288 0.0105
Si 1.3073 6.843 6.8715 -0.0425 -0.0447 0.0316
Si 4.1294 9.5218 6.8628 0.0983 0.1338 -0.0363
Si 6.8818 1.251 6.94 -0.0104 0.0561 -0.052
Si 9.5417 4.0425 6.9676 -0.0086 -0.0739 0.0859
Si 6.8593 6.7074 6.8415 0.0859 0.1166 -0.0473
Si 9.4487 9.53 6.8365 0.0711 -0.1088 -0.086
Si 0.0202 2.751 8.3937 0.1164 0.0898 0.1303
Si 2.8437 0.174 8.1381 0.2344 0.0284 -0.1492
Si -0.0841 8.2754 8.2449 -0.2456 0.0426 -0.0085
Si 2.7282 5.4859 8.1123 -0.0488 -0.1713 -0.0408
Si 5.4989 2.6433 8.1889 -0.1437 0.1006 -0.0035
Si 8.1999 -0.1073 8.4094 0.1028 -0.0552 0.2723
Si 5.5039 8.1004 8.1009 0.0791 -0.07 -0.1891
Si 8.1907 5.416 8.3391 0.0587 0.0736 0.0805
Si 1.4213 4.3096 9.6321 -0.0268 0.4573 0.509
Si 4.2072 1.4253 9.7132 0.2513 -0.3952 0.3844
Si 1.4119 9.7622 9.3382 0.1502 0.3738 0.3725
Si 4.1636 6.7677 9.3967 -0.1002 0.1633 0.3085
Si 6.7416 3.9922 9.611 0.2493 -0.1467 0.2463
Si 9.672 1.2498 9.8117 0.1891 0.1826 0.3268
Si 6.6757 9.3246 9.6539 -0.1899 -0.2995 0.4797
Si 9.4376 6.9357 9.7533 -0.0825 -0.1922 0.2329
Si 0.9317 0.6293 11.0212 -0.1963 -0.5286 -0.011
Si 3.0035 3.1313 10.9034 -0.3384 -0.2385 -0.2274
Si 0.497 6.2432 10.9323 -0.0379 -0.0202 0.3213
Si 2.8292 8.3611 10.4756 -0.4399 -0.5384 0.3945
Si 5.0394 -0.5749 11.0865 -0.1792 0.4813 0.122
Si 8.1616 2.6187 10.9718 -0.0507 0.2757 -0.0565
Si 5.2742 5.3424 10.916 0.1014 0.4655 -0.1057
Si 7.4969 7.6304 11.1793 0.1391 0.4135 0.1103
Si 2.666 -0.8454 12.9945 0.0185 0.0825 -0.1297
Si 0.7362 6.3923 16.6598 -0.0465 0.0266 0.4835
Si 5.2965 6.3047 15.4409 0.1107 0.209 0.1585
Si 6.8043 11.6017 13.2543 -0.1225 0.0511 0.0901
Si 8.9103 3.3473 16.8168 0.0088 -0.1104 0.2297
Si 9.5517 8.3058 16.5951 0.0771 -0.0322 0.447
Si 8.3144 5.9664 15.0098 -0.0579 -0.102 0.3146
Si 15.0194 12.5003 14.4845 -0.0814 -0.1327 0.4018
Si -3.386 9.3488 18.7535 -0.1992 -0.1957 -0.3885
Si -2.2577 -0.2702 21.4081 0.16 -0.0518 -0.0834
Si 0.7735 5.5152 13.7708 -0.4605 -0.0468 0.3418
Si 6.2993 14.3525 18.5819 0.0759 0.0521 -0.1958
Si 9.6429 3.7851 13.1387 -0.0245 0.0026 -0.1348
Si 9.3272 1.0779 14.6374 0.1429 0.0877 0.5412
Si 8.6304 8.9773 13.8843 -0.224 -0.2501 -0.0303
Si 14.669 13.0209 17.5318 -0.1048 0.0084 0.1019
Si 3.6489 4.5728 13.6283 -0.0129 -0.0797 0.7859
Si -5.0389 -4.3148 18.6192 0.1682 -0.0401 -0.0943
Si 2.6942 7.4353 14.7841 0.2467 0.4244 0.4563
Si 1.4387 4.3679 20.9033 -0.0958 -0.2318 -0.0604
Si 11.8648 3.6492 18.0349 0.0364 -0.0956 -0.253
Si 14.693 -4.519 20.8138 0.1148 0.199 -0.2063
Si 11.2645 9.6915 14.581 -0.066 -0.099 0.3478
Si 16.3856 11.602 19.5144 -0.1678 0.099 -0.4396
O -0.6623 -0.161 21.7204 -0.2316 0.0095 0.3365
O 1.3868 -1.508 -0.4843 0.0087 -0.0093 0.7986
O 4.6277 4.9258 14.9015 -0.0906 0.0188 -0.526
O 2.6684 5.2949 20.417 -0.0079 0.0242 0.1289
O 1.9774 3.2811 21.9645 0.1046 0.0306 0.2816
O 0.8282 3.578 19.6345 0.1478 0.2603 0.2549
O 2.0464 7.2865 16.2902 -0.1373 -0.2026 -0.4074
O 3.1546 7.5945 21.6296 -0.0081 -0.0993 0.3725
O -4.5135 5.0547 19.0465 -0.184 -0.0003 -0.0253
O 3.8535 1.4736 -0.5164 0.0991 -0.066 0.5937
O 6.7767 3.7695 -0.6171 -0.0366 -0.0467 0.6373
O 6.1747 2.231 19.6559 -0.1286 -0.1931 -0.0509
O 4.9724 5.6351 21.6828 -0.0384 -0.0399 0.0972
O 7.9011 9.4262 22.3171 0.0823 -0.3115 0.0356
O 11.1367 5.2663 21.5404 0.1262 -0.031 0.3011
O 14.7851 1.4426 16.0798 0.0819 0.0943 -0.3666
O 6.8727 -13.9431 18.9315 0.0086 0.1381 0.0067
O 1.2827 5.1698 17.5506 -0.1781 -0.0644 -0.1275
O 1.8279 1.9748 11.3964 0.0892 0.0691 -0.0298
O 0.3447 3.9536 13.5486 -0.0334 0.2506 -0.1763
O -0.0867 9.2194 16.0787 -0.0096 -0.1166 -0.4217
N 2.4266 5.8686 13.9132 0.1417 -0.2315 -0.2201
N 3.6246 9.3871 11.6875 0.2577 0.015 -0.2488
O 5.9185 -0.3674 12.4582 -0.0691 0.0189 -0.2226
N 8.1245 -0.1302 14.1222 0.0161 0.0176 -0.4227
O 7.2696 1.8114 12.1049 0.1086 -0.0567 -0.1353
O 9.2073 3.7858 11.57 -0.1529 -0.2549 0.1441
O 6.3785 6.4578 11.579 -0.0836 -0.266 -0.2011
O 8.8031 12.8584 15.9138 0.1925 0.0356 -0.3424
O 7.8473 8.3376 12.6254 0.0452 -0.1664 -0.1365
O 10.2015 -1.7665 13.4865 -0.0489 0.014 0.2729
O -4.1443 -4.6754 14.7585 0.0087 0.0093 -0.0283
O 5.4874 6.4873 17.0362 -0.0284 -0.0618 -0.0722
O -5.4687 0.0555 21.01 0.0017 -0.0117 0.774
O 3.4684 11.2487 13.7019 -0.0848 -0.0709 -0.1283
O 10.8248 11.2988 14.7623 -0.0273 -0.2029 -0.2906
O 1.7267 7.32 11.1452 -0.1896 -0.0569 -0.186
N 12.8746 8.9649 14.1955 -0.1153 0.1017 -0.0973
O 7.7353 3.1593 17.904 -0.1195 0.0549 -0.0321
O -0.4485 3.2303 17.3978 -0.0084 0.188 -0.0233
N 8.7268 -3.1756 15.202 -0.0177 0.0804 -0.4018
O 14.9736 11.9056 18.7035 0.3634 0.1669 0.1008
O 8.4238 9.9874 19.9196 -0.0415 0.3107 0.4568
O 9.3653 2.2388 13.5123 0.1344 0.1437 0.1442
O 14.2447 13.8507 13.966 0.052 0.3434 -0.1557
O 10.3597 18.0089 17.427 0.1318 0.0365 -0.5015
O 5.7599 1.5595 14.2189 -0.0371 -0.1212 -0.2762
O -2.3672 9.1895 17.4843 0.0547 -0.1219 0.0735
O 0.1072 -4.9246 15.2083 0.2543 -0.0149 -0.3593
O 1.2378 10.5893 12.3695 0.0869 0.2923 -0.0169
O -2.2652 15.7583 16.247 -0.0017 0.1209 -0.3531
O -6.3858 17.7888 19.4479 -0.1176 -0.2335 0.3757
O 6.306 10.4798 18.5827 0.1026 0.0942 0.3898
O 8.782 5.0257 13.7549 0.1223 -0.163 -0.0478
O 4.9494 3.3108 17.6445 0.0483 -0.2168 0.2472
O 9.4013 -3.8973 22.3701 0.077 -0.1111 0.8955
O 4.3311 -3.3425 14.9144 -0.2498 -0.3504 -0.0945
N 14.9405 4.4369 11.9206 0.1326 -0.3366 -0.1831
O 10.8837 6.2147 12.521 0.2973 -0.2187 -0.339
O 8.1067 12.1686 21.6764 0.0042 0.2009 0.2489
O 13.1482 13.6065 17.6306 0.0142 0.1376 0.0884

Results
free energy: -38584.181 eV
free energy less fixed offsets of N -289.75, O -463.61, Si -117.95 eV per atom: -23.931 eV
pressure: -3.23 GPa
stress xx, yy, zz, yz, xz, xy (GPa, positive in tension): 2.29, 5.35, 2.04, 1.2, 0.41, -0.95

The program warned: the forces do not sum to zero within the program's tolerance.
